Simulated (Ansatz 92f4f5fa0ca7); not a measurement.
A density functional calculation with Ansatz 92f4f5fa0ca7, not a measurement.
Periodic cell of 189 atoms, Si117O72, from a study of silicon, its oxide and their interface. The atomic structure is a simulated model.

Settings
functional: r2SCAN
potential files: Ansatz norm-conserving
basis: plane waves
wave-function cutoff: 1300 eV
density cutoff ratio: 4
exchange-correlation grid ratio: 1
k mesh: 2 x 2 x 1, shifted by 0.5 0.5 0.5 of a step
self-consistency stop: 5e-08 eV per atom in the density residual
occupations: Fermi-Dirac, 0.05 eV
spin: none
net charge: 0

Cell vectors (angstrom)
a 11.5403 0 0
b 0 11.5403 0
c -1.6963 1.667 24.1425

Atoms and the computed forces on them: element, x, y, z (angstrom), force x, y, z (eV/angstrom)
Si 11.9887 12.712 0.1208 0.0999 0.0832 -0.6256
Si 11.9518 4.2879 0.6052 -0.0635 -0.0306 -0.6647
Si 12.1287 7.3571 0.3528 0.0847 -0.1682 -0.804
Si 4.2247 11.0782 0.2173 -0.0414 -0.3216 -0.6773
Si 4.0572 4.9582 0.1776 -0.0061 0.2368 -0.7915
Si 4.28 7.9561 0.938 -0.1998 0.1563 -1.2534
Si 8.0885 12.2208 0.354 -0.032 0.5329 0.0252
Si 8.0951 3.9096 0.2767 -0.1264 -0.0888 -0.3243
Si 8.2109 8.3205 0.2641 -0.0187 -0.3117 -0.3397
Si 2.3298 11.9401 1.429 -0.035 0.1089 0.1088
Si 2.397 4.2864 1.7591 0.1139 0.0374 -0.133
Si 2.2476 7.9212 1.958 -0.1789 -0.1628 -0.0277
Si 6.1003 11.7852 1.5654 0.081 0.0094 -0.2579
Si 6.0555 4.3357 1.433 0.073 -0.0725 -0.3193
Si 6.3733 8.1558 1.8166 0.2274 -0.1233 -0.1536
Si 10.1226 11.9517 1.525 -0.0009 0.1204 -0.2172
Si 9.9519 4.2776 1.7362 -0.0651 -0.1247 -0.3162
Si 10.1344 7.888 1.5467 0.043 0.0566 -0.0373
Si 2.4456 2.2658 2.9526 0.013 -0.151 0.1451
Si 2.3436 6.0558 3.2512 -0.1027 -0.0397 0.4006
Si 2.2345 10.0307 2.9811 0.0133 0.1951 0.0927
Si 6.0682 2.3216 2.8198 0.1251 0.0621 0.1077
Si 6.2426 6.1279 2.9858 0.0451 -0.0586 0.0371
Si 6.2296 10.0354 3.1057 -0.0761 0.1289 0.3019
Si 10.0386 2.2908 2.9816 -0.1598 -0.0882 0.254
Si 10.005 6.1474 3.0824 0.0304 -0.0464 0.0377
Si 10.137 9.9324 2.8649 -0.1001 0.1877 -0.2374
Si 0.4526 2.304 4.3303 -0.0937 -0.0105 -0.2814
Si 11.9043 6.1016 4.4591 0.0721 -0.0191 0.105
Si 0.3734 10.0015 4.404 0.0895 -0.0651 -0.005
Si 4.3021 2.3044 4.3873 -0.0543 0.0121 -0.2122
Si 4.3516 6.1364 4.4249 -0.0356 0.0946 0.0105
Si 4.2319 10.0001 4.3607 -0.0296 0.021 -0.057
Si 8.0401 2.3119 4.2719 0.1059 -0.0625 -0.3082
Si 8.0968 6.1254 4.401 -0.0054 -0.0323 -0.0086
Si 8.2182 10 4.3283 -0.0254 -0.0118 0.0607
Si 11.9364 11.9496 5.7269 0.0176 0.0729 -0.0341
Si 11.9372 4.1855 5.7665 -0.0161 -0.0039 0.1043
Si 11.9228 8.0487 5.7626 0.0306 -0.0164 0.0172
Si 4.2879 11.9179 5.7289 -0.0319 0.0178 -0.0306
Si 4.3012 4.2282 5.768 0.0748 -0.116 0.052
Si 4.2831 8.0695 5.7542 -0.0621 -0.0283 0.0425
Si 8.1295 11.9421 5.6532 0.0414 0.0819 -0.0581
Si 8.1058 4.2042 5.714 0.0022 0.1021 -0.0172
Si 8.1199 8.0569 5.7195 -0.0766 -0.0715 -0.0925
Si 2.3453 11.9537 7.0574 0.0189 -0.038 -0.1093
Si 2.3411 4.2468 7.0927 -0.0547 0.1073 -0.0684
Si 2.3271 8.0518 7.0902 0.0706 -0.0306 -0.0368
Si 6.2439 11.9271 7.0508 -0.0108 -0.1205 0.0248
Si 6.229 4.2342 7.1185 0.0074 0.0195 0.0821
Si 6.2244 8.0482 7.1173 0.0389 0.1125 0.065
Si 9.9995 11.9646 7.0713 -0.0901 0.067 0.0001
Si 10.0035 4.2306 7.1122 0.0149 -0.1444 0.055
Si 9.9941 7.9906 7.1252 -0.0083 0.0212 0.09
Si 2.3928 2.3336 8.4158 -0.081 0.0703 0.104
Si 2.2816 6.149 8.5029 0.0196 0.0214 0.0243
Si 2.3285 10.0149 8.364 0.0226 -0.0221 0.1034
Si 6.3072 2.303 8.4343 -0.0986 0.0782 -0.0252
Si 6.1724 6.126 8.5552 -0.0037 -0.1131 0.0022
Si 6.2697 10.0095 8.398 -0.1172 -0.1138 0.122
Si 9.9828 2.3351 8.4596 0.1005 0.1241 0.0755
Si 10.0026 6.0923 8.5993 0.0058 0.0434 0.0303
Si 9.9479 9.9802 8.3444 0.0637 -0.0217 0.0383
Si 11.9585 2.3561 9.7074 -0.0606 0.2385 -0.1605
Si 11.9636 6.1692 9.9884 -0.0844 -0.1024 0.2435
Si 11.875 9.9851 9.6277 -0.0133 -0.0717 -0.2746
Si 4.3717 2.4322 9.7127 0.094 0.1149 -0.2599
Si 4.1765 6.1764 9.8899 0.0708 0.0878 -0.0145
Si 4.2986 10.0508 9.6531 0.1713 -0.0291 -0.3178
Si 8.1396 2.2921 9.9418 0.1269 0.0437 0.2511
Si 8.0601 6.0032 10.0128 -0.0277 -0.0819 0.124
Si 8.1437 9.9756 9.8463 -0.1899 -0.0959 0.0699
Si 11.9136 11.91 10.8621 -0.1045 -0.0979 0.2878
Si 11.9836 4.1002 11.2944 -0.0755 0.0282 0.0729
Si 11.86 8.2849 11.2113 0.0646 -0.1025 0.1817
Si 4.4395 12.0215 10.8856 0.0965 -0.1193 0.2478
Si 4.2831 4.2329 11.2483 -0.2525 -0.1393 0.1002
Si 4.1463 8.2234 11.0979 0.1326 -0.0436 0.2613
Si 8.29 11.8776 11.2629 0.1256 -0.0563 0.3507
Si 8.066 4.0741 11.5845 0.125 0.0174 0.1569
Si 7.9856 8.0155 11.2119 -0.1214 0.1838 0.1657
Si 2.3999 11.9193 11.8918 0.1459 0.072 1.0519
Si 2.3908 3.422 12.491 0.1132 -0.2882 0.8974
Si 2.2879 8.9311 12.3844 0.0374 0.6675 0.9465
Si 6.247 11.7838 12.3942 -0.1411 -0.296 0.5941
Si 5.9861 4.4149 12.9121 -0.0765 0.1532 0.5283
Si 6.0202 8.584 12.4702 -0.1403 0.5661 0.2917
Si 10.3401 11.9765 12.6168 0.1524 0.2485 0.3028
Si 10.1669 3.5802 12.7648 0.1101 -0.412 0.2088
Si 9.8801 8.0155 12.5425 -0.0833 -0.4813 0.3924
Si 5.3193 6.8251 14.6522 0.1352 0.0822 0.4567
Si 3.9081 3.7913 17.9821 -0.078 -0.0427 0.2257
Si 0.0559 9.7935 21.791 -0.1314 -0.0168 -0.5511
Si 11.1358 12.8193 18.7286 0.0769 0.0252 -0.3005
Si 10.2643 9.8745 14.9155 -0.049 0.2176 0.6106
Si 6.6867 3.4894 19.1774 0.0544 -0.0284 -0.2511
Si 2.2374 6.9442 14.6722 0.0806 0.1432 0.4452
Si -1.9792 3.7356 18.9814 0.0257 0.2169 -0.411
Si 4.386 -0.9921 17.2368 -0.2091 -0.1557 0.1316
Si 5.3505 0.8964 15.3195 -0.1389 -0.142 0.2976
Si 5.284 7.6941 17.5395 0.0998 0.0903 0.1377
Si -2.1207 8.9604 19.8056 -0.1044 -0.207 -0.1464
Si 6.6814 8.251 19.9354 0.1669 0.0558 -0.2992
Si 2.615 11.6229 21.6781 0.0158 0.1496 -0.4858
Si 2.6961 12.5243 18.6863 -0.0476 0.0073 -0.3237
Si 9.7636 13.4393 21.33 0.1231 0.0735 -0.6332
Si 1.4115 6.9211 21.4213 0.0313 -0.1857 -0.6102
Si 5.2249 9.9832 21.7644 -0.1175 -0.3343 -0.7198
Si 11.7108 7.5765 16.5193 -0.0175 0.1493 0.6211
Si 6.1792 5.5356 21.2502 -0.0432 -0.0036 -0.4175
Si 6.632 12.2979 17.9962 0.1012 -0.0801 0.2517
Si 3.9259 3.3962 15.0022 -0.0875 -0.0239 0.3725
Si 9.3301 10.798 17.5015 0.0331 -0.0487 0.1326
Si 11.0307 5.8038 14.3074 -0.1216 -0.0155 0.4286
Si 10.9104 6.4753 19.3158 -0.1666 -0.0632 -0.0867
Si 7.0618 0.6574 22.3551 -0.0664 0.0552 -0.5324
Si 3.6573 6.0244 19.719 -0.0807 -0.0477 -0.2522
O 12.0316 5.7657 -0.2313 0.0806 0.1581 0.6962
O 11.9495 2.8244 -0.247 0.0694 -0.3164 0.6461
O -3.4855 3.8987 18.4019 0.004 -0.1891 0.4437
O 3.6032 4.4789 -1.3722 0.1664 0.2594 0.6887
O 12.7136 13.0063 18.5284 -0.0049 -0.0927 0.1444
O 2.9898 4.7138 18.9801 0.3925 0.1309 -0.0351
O 6.613 8.2473 18.3038 -0.3368 -0.1197 0.2346
O 9.5167 8.8526 13.9183 0.2821 -0.162 -0.5263
O 8.4353 12.5284 21.5672 -0.2097 0.0516 0.3828
O 5.8631 9.2238 23.0726 0.2586 0.5336 0.4523
O 2.6692 12.9123 22.6989 -0.0016 -0.1795 0.6535
O 5.324 8.9075 20.5435 0.0637 0.2802 0.4557
O 2.9863 11.2198 17.7409 0.3346 0.1802 0.1083
O 10.4506 13.6789 22.7687 -0.1874 0.2129 0.5145
O 9.473 14.863 20.5649 0.0326 -0.3708 0.0913
O 10.7611 6.4679 15.7744 0.286 -0.0057 -0.5102
O 2.4389 10.5468 12.821 -0.1981 -0.5104 -0.8905
O 2.3198 1.7781 12.7741 0.0082 0.3592 -0.6058
O 6.1196 12.447 13.9022 0.0563 -0.0894 -0.6033
O 2.6846 3.846 14.0748 0.0253 -0.0766 -0.611
O 8.0385 13.8428 0.4141 -0.0776 -0.2148 -0.2472
O 6.3652 1.3974 16.5159 -0.2757 -0.1985 -0.1475
O 5.638 8.2836 14.0509 0.0258 -0.2595 -0.4248
O 0.317 6.0591 20.5665 0.1308 0.3169 0.222
O 6.8834 6.7212 20.4017 -0.1734 -0.0769 0.218
O 4.0077 1.8078 15.3139 0.1407 0.161 -0.1845
O 5.5495 -0.4316 18.2524 -0.0603 0.1313 -0.3017
O 1.126 10.9831 21.602 0.1689 -0.1201 0.2494
O 10.2326 1.9769 13.1761 -0.0787 0.3485 -0.3827
O -1.0157 9.845 20.5622 0.2748 -0.0735 0.4471
O 10.1563 6.4858 13.1193 0.0872 0.4045 -0.077
O 3.6242 13.7629 18.2244 0.0402 0.0679 0.0067
O 10.526 4.2641 14.2385 0.027 0.2516 -0.4191
O 6.5472 1.8676 19.1816 0.0065 0.1557 -0.1636
O 6.2022 5.9013 13.6297 -0.1042 -0.453 -0.247
O 2.6101 7.0787 20.3306 -0.1349 -0.1428 0.3738
O 11.5895 7.3797 18.1321 -0.0889 -0.0746 -0.2628
O 3.0226 12.1985 20.2213 -0.1289 -0.1723 0.3686
O 4.8009 -0.5825 15.7217 0.1682 0.3707 0.066
O 10.7489 12.6443 20.3013 -0.1968 0.1979 0.1957
O 1.0911 5.9974 13.9851 -0.1782 0.093 0.0534
O 8.1248 11.6973 18.071 -0.0245 -0.0448 -0.1097
O 10.3303 5.1164 18.6982 0.0132 -0.0038 0.2164
O 2.2495 8.3581 13.9132 -0.0416 -0.2965 -0.3896
O 9.3683 9.3604 18.239 0.0329 0.2598 0.1421
O 8.048 11.9 -1.2744 0.2 -0.2779 0.4331
O 6.1045 11.3062 21.4025 0.0582 0.0387 0.4264
O 1.7398 7.2497 16.2004 -0.0574 -0.1407 -0.6709
O 4.2904 8.9381 17.2228 0.2555 0.0458 -0.005
O 0.8165 8.3733 21.7522 -0.0067 0.0823 0.1398
O 5.3658 3.6343 14.2484 0.0782 0.3128 -0.4867
O 3.6887 4.1674 16.4235 0.1922 -0.2378 -0.3376
O 10.3618 14.1293 18.1621 -0.0526 -0.0856 0.392
O -1.8289 7.3769 19.918 0.2172 0.1731 0.0003
O 4.0055 9.4296 0.2 0.2583 0.1448 0.1817
O 6.2075 10.1867 12.628 -0.0065 -0.2526 -0.0846
O 6.7054 4.0964 20.687 -0.1049 0.2413 0.0194
O -3.6049 9.161 20.4332 -0.0413 -0.1581 -0.0968
O 4.5804 5.561 20.9694 0.1889 0.053 0.0337
O -0.7851 9.9601 23.1717 -0.058 -0.3259 0.2525
O 3.6952 10.4386 22.0051 0.0848 0.0907 0.1511
O 11.3183 9.0555 15.8967 -0.159 -0.0948 -0.3567
O 8.2084 4.1688 -1.3459 -0.031 -0.0266 0.6699
O 8.912 9.7038 -0.3634 -0.31 -0.2776 -0.2155
O 4.5023 6.7469 18.5631 -0.0109 -0.0277 0.0529
O 4.2677 6.5977 -0.0505 -0.0989 0.0162 0.587
O 3.7523 6.3683 14.573 -0.0656 0.1183 -0.0613
O 10.8252 11.0581 13.9325 -0.2685 0.0841 -0.5712
O 5.4617 4.1038 18.3285 -0.0577 -0.1566 0.1313
O 10.7256 11.5474 17.8257 -0.2193 0.0679 0.1458
O 9.1733 10.562 15.9111 0.2814 -0.1825 -0.1572
O 5.7391 6.8582 16.2258 -0.276 0.0595 -0.4911

Results
free energy: -47210.094 eV
free energy less fixed offsets of O -463.61, Si -117.95 eV per atom: -30.024 eV
pressure: -0.81 GPa
stress xx, yy, zz, yz, xz, xy (GPa, positive in tension): 0.02, 0.53, 1.87, 0.33, -0.07, 0.15

The program warned: the forces do not sum to zero within the program's tolerance.
